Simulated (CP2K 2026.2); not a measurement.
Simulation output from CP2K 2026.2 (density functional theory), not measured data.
Periodic cell of 504 atoms, Si360O144, from a study of silicon, its oxide and their interface. The atomic structure is a simulated model.
Doubt: the forces sum to 1.78 eV/angstrom along one axis rather than to zero, so they err by at least 0.0035 eV/angstrom per atom on average; the grid cutoff is modest.

Settings
functional: PBE
method: Gaussian and plane waves
basis set: DZVP-MOLOPT-SR-GTH
pseudopotentials: GTH-PBE
grid cutoff: 350 Ry, relative cutoff 50 Ry
k points: Gamma only
occupations: fixed
spin: none
net charge: 0

Cell vectors (angstrom)
a	16.32	0	0
b	0	16.32	0
c	-1.5137	7.864	33.4569

Atoms and the computed forces on them: element, x, y, z (angstrom), force x, y, z (eV/angstrom)
Si	0.012	22.607	33.385	-0.122	0.202	0.692
Si	4.454	1.06	0.062	-0.267	0.173	0.781
Si	-0.324	12.097	33.396	0.158	-0.158	0.71
Si	3.782	7.25	0.11	0.138	-0.302	0.759
Si	1.521	9.326	0.464	0.036	0.051	0.669
Si	3.756	12.529	0.082	0.145	-0.091	0.718
Si	6.69	15.232	0.302	0.014	-0.261	0.687
Si	9.136	1.508	0.271	0.195	0.065	0.655
Si	7.035	3.777	0.16	-0.025	0.1	0.669
Si	7.634	14.977	33.316	0.251	-0.223	0.73
Si	5.397	17.231	33.441	-0.138	0.265	0.667
Si	9.887	12.029	0.149	-0.243	0.052	0.746
Si	10.953	22.59	33.392	-0.12	0.147	0.735
Si	14.685	1.525	0.046	0.23	-0.095	0.747
Si	10.907	11.582	33.455	-0.06	0.254	0.683
Si	15.405	6.57	0.059	-0.304	-0.022	0.723
Si	12.021	9.768	0.068	0.074	-0.146	0.751
Si	13.202	20.355	33.3	0.167	-0.151	0.711
Si	2.722	16.309	1.257	0.005	-0.018	-0.08
Si	5.467	2.654	1.464	0.012	-0.019	-0.073
Si	2.751	5.437	1.264	0	0.029	-0.063
Si	5.421	8.257	1.422	0.016	-0.01	-0.067
Si	2.743	10.965	1.526	0.015	0.04	-0.017
Si	5.406	13.608	1.384	0.007	-0.01	-0.039
Si	8.095	16.376	1.721	0.003	-0.011	-0.006
Si	10.858	2.661	1.394	-0.002	0.018	-0.011
Si	8.185	5.465	1.29	-0.009	0.023	-0.044
Si	10.802	8.151	1.247	-0.024	0	-0.078
Si	8.161	10.893	1.292	-0.022	0.037	-0.058
Si	10.992	13.615	1.42	0.023	0.007	-0.043
Si	13.551	16.284	1.352	0.008	-0.009	-0.046
Si	0.001	2.7	1.278	-0.017	0.008	-0.055
Si	13.597	5.446	1.156	0.025	-0.024	-0.067
Si	0.034	8.026	1.63	-0.02	-0.016	-0.018
Si	13.647	10.914	1.291	0.009	0.011	-0.044
Si	-0.041	13.594	1.26	0.008	0.017	-0.049
Si	1.375	1.358	2.636	-0.007	-0.024	-0.001
Si	4.077	4.088	2.678	-0.01	0.019	0.022
Si	1.451	6.677	2.844	0.033	-0.031	0.038
Si	4.13	9.603	2.832	0.001	-0.008	0.023
Si	1.269	12.279	2.753	-0.003	0.015	0.028
Si	4.04	14.977	2.734	-0.023	0.03	0.022
Si	6.728	1.398	2.984	-0.022	0.025	0.042
Si	9.55	4.13	2.701	-0.022	-0.008	0.016
Si	6.782	6.788	2.684	0.023	0.009	0.022
Si	9.49	9.51	2.685	0.031	0.007	0.029
Si	6.804	12.233	2.687	-0.001	-0.014	0.02
Si	9.577	14.935	2.789	0.005	-0.026	0.012
Si	12.191	1.289	2.748	0.011	0	0.02
Si	14.938	4.084	2.627	-0.005	0.002	0.027
Si	12.222	6.788	2.569	0.014	-0.008	-0.002
Si	14.93	9.52	2.72	-0.011	0.015	0.014
Si	12.331	12.239	2.762	-0.017	-0.031	0.038
Si	14.981	14.968	2.681	0.011	0.007	0.021
Si	0.023	16.333	4.036	-0.011	-0.014	-0.001
Si	2.704	2.721	4.037	0.017	0	-0.021
Si	-0.02	5.365	4.096	-0.015	0.017	-0.014
Si	2.764	8.159	4.12	-0.006	-0.015	-0.006
Si	-0.034	10.87	4.099	0.005	0.01	0.008
Si	2.671	13.628	4.093	0.014	-0.022	-0.025
Si	5.357	16.294	4.192	-0.003	-0.006	0
Si	8.187	2.8	4.139	0.009	-0.009	-0.013
Si	5.435	5.438	4.063	0.01	-0.002	0.007
Si	8.15	8.149	4.061	-0.011	0.003	-0.029
Si	5.501	10.922	4.15	0	0.013	0.017
Si	8.164	13.573	4.077	-0.023	0.005	0.002
Si	10.886	16.294	4.161	0.015	0.009	0.015
Si	13.595	2.71	4.021	0.005	0.005	-0.014
Si	10.92	5.464	4.043	-0.005	-0.002	0.002
Si	13.542	8.145	4.014	-0.013	0.001	0.007
Si	10.887	10.863	4.048	-0.008	0.024	-0.018
Si	13.659	13.615	4.105	0	-0.01	-0.018
Si	1.37	14.959	16.333	0.002	0.009	-0.004
Si	4.051	17.67	16.287	-0.013	-0.007	-0.017
Si	1.351	4.079	16.333	0.001	-0.002	0
Si	4.076	6.782	16.298	0.01	0.005	-0.012
Si	1.378	9.528	16.304	0.01	-0.005	-0.01
Si	4.089	12.244	16.331	-0.004	-0.006	-0.006
Si	6.803	14.947	16.316	-0.011	0.006	-0.004
Si	9.528	17.692	16.32	-0.004	-0.014	-0.005
Si	6.794	4.076	16.308	0.004	-0.002	-0.004
Si	9.493	6.813	16.29	0.003	-0.001	-0.017
Si	6.823	9.509	16.349	-0.006	0.003	-0.002
Si	9.525	12.217	16.323	-0.004	0.004	-0.006
Si	12.259	14.96	16.338	0.01	-0.002	-0.001
Si	14.943	17.688	16.311	-0.006	0.007	-0.006
Si	12.242	4.078	16.315	-0.006	-0.001	-0.001
Si	14.94	6.812	16.324	-0.004	0.005	-0.003
Si	12.237	9.525	16.323	0.003	0.008	-0.004
Si	14.969	12.261	16.308	0.016	-0.006	-0.015
Si	2.741	16.31	17.693	-0.003	0.008	0
Si	5.385	19.043	17.625	0.005	-0.007	0.001
Si	2.71	5.455	17.685	-0.002	0.01	0.006
Si	5.461	8.097	17.656	0.014	-0.002	0.004
Si	2.71	10.899	17.68	0.003	-0.013	0.013
Si	5.464	13.586	17.7	-0.001	0.012	-0.003
Si	8.153	16.33	17.651	0.016	-0.009	0.012
Si	10.905	19.034	17.689	-0.004	0.015	0.003
Si	8.17	5.434	17.656	-0.011	0.007	0.015
Si	10.809	8.199	17.656	-0.006	-0.004	-0.019
Si	8.199	10.859	17.733	0.005	-0.012	-0.001
Si	10.89	13.576	17.663	-0.002	0.007	0.014
Si	13.614	16.337	17.706	-0.004	-0.013	-0.001
Si	-0.04	19.049	17.677	0.016	0.001	0.014
Si	13.555	5.47	17.682	0.002	0.01	0.014
Si	0.031	8.155	17.647	0.002	0.023	-0.011
Si	13.639	10.879	17.653	-0.017	-0.012	0.006
Si	-0.008	13.617	17.693	0.002	-0.012	0.001
Si	1.315	17.65	19.007	-0.021	-0.005	-0.046
Si	4.061	20.398	19.021	0.003	-0.012	-0.007
Si	1.334	6.797	19.055	-0.001	-0.015	-0.021
Si	4.079	9.467	18.95	0.003	-0.008	-0.039
Si	1.364	12.288	19.06	-0.001	-0.011	-0.023
Si	4.136	14.965	19.067	0.006	0.007	-0.042
Si	6.741	17.693	18.958	-0.009	-0.029	-0.02
Si	9.555	20.427	19.015	0.011	0.014	-0.021
Si	6.805	6.732	19.058	-0.013	0.006	-0.04
Si	9.51	9.48	19.158	-0.003	0.001	-0.005
Si	6.846	12.235	19.065	-0.01	0.013	-0.022
Si	9.541	14.977	18.989	0.007	0.001	-0.035
Si	12.258	17.688	19.08	-0.006	0.003	-0.006
Si	14.933	20.449	19.036	0.003	0.003	-0.043
Si	12.139	6.852	18.992	-0.004	-0.029	-0.022
Si	15.06	9.556	18.991	0.03	0.024	-0.022
Si	12.238	12.178	19.01	-0.01	-0.007	-0.033
Si	14.959	14.972	19.078	0.011	0.018	-0.01
Si	0.006	16.304	20.468	0.008	0.025	0.065
Si	2.636	19.074	20.316	-0.03	-0.006	0.052
Si	-0.022	5.464	20.45	-0.008	-0.013	0.064
Si	2.71	8.157	20.362	0.014	0.009	0.056
Si	0.033	10.928	20.453	-0.001	-0.028	0.036
Si	2.753	13.63	20.423	-0.005	0.009	0.05
Si	5.498	16.344	20.431	0.004	-0.003	0.043
Si	8.103	19.068	20.244	0.014	0.021	0.042
Si	5.453	5.336	20.428	0.028	0.008	0.033
Si	8.123	8.077	20.498	-0.006	-0.019	0.081
Si	5.483	10.772	20.293	0.002	-0.012	0.068
Si	8.229	13.621	20.391	0.004	0.004	0.062
Si	10.872	16.327	20.406	0	-0.022	0.031
Si	13.58	19.104	20.419	0.015	-0.002	0.053
Si	10.821	5.514	20.443	-0.024	0.008	0.044
Si	13.613	8.198	20.2	-0.013	-0.005	0.026
Si	10.957	10.811	20.482	0.005	0.002	0.047
Si	13.536	13.602	20.344	-0.01	0.018	0.065
Si	1.679	15.244	21.789	-0.355	-0.307	-0.665
Si	3.856	17.571	21.581	0.267	0.103	-0.716
Si	1.083	20.155	21.738	0.144	0.181	-0.785
Si	4.229	6.902	21.632	-0.198	-0.138	-0.736
Si	1.691	9.805	21.704	-0.233	-0.197	-0.77
Si	3.965	11.966	21.54	0.035	0.209	-0.732
Si	7.18	15.26	21.715	-0.198	-0.109	-0.748
Si	9.261	17.579	21.562	0.233	0.012	-0.663
Si	7.033	20.487	21.773	-0.246	-0.076	-0.709
Si	9.196	6.492	21.894	0.179	0.195	-0.675
Si	6.431	9.148	21.716	0.214	0.155	-0.774
Si	9.809	12.443	21.686	-0.078	-0.048	-0.713
Si	11.969	14.7	21.71	0.075	0.169	-0.765
Si	15.18	17.953	21.688	-0.144	-0.122	-0.773
Si	12.427	20.725	21.706	-0.165	-0.289	-0.704
Si	14.637	6.656	21.605	0.299	0.078	-0.699
Si	12.683	9.717	21.714	-0.332	-0.115	-0.7
Si	14.727	12.124	21.681	0.248	0.096	-0.703
Si	9.156	18.935	26.2	0.032	0.074	-0.121
Si	13.729	15.834	30.679	0.174	0.084	0.13
Si	3.121	16.868	28.995	-0.14	0.042	0.046
Si	7.159	22.914	29.396	0.075	-0.008	0.111
Si	10.693	11.692	26.787	0.074	-0.103	0.045
Si	4.319	12.242	30.817	0.039	-0.049	0.111
Si	10.939	19.003	23.741	-0.018	0.03	-0.019
Si	-0.253	17.409	27.681	0.009	-0.056	-0.09
Si	4.23	8.92	26.156	0.031	-0.011	-0.056
Si	11.264	18.311	28.173	0.086	-0.035	-0.048
Si	0.212	10.632	30.617	-0.056	-0.027	0.233
Si	0.954	13.503	26.647	0.083	0.036	-0.057
Si	1.636	8.437	24.49	0.124	0.041	-0.013
Si	9.129	7.959	31.453	-0.027	-0.089	0.022
Si	3.469	20.689	29.015	-0.043	0.002	0.055
Si	11.488	21.24	27.937	-0.008	0.038	0.056
Si	14.683	11.114	28.381	-0.073	-0.021	-0.075
Si	2.433	15.113	24.565	-0.19	-0.129	-0.031
Si	6.541	21.3	31.76	-0.051	0.03	-0.012
Si	13.221	13.338	26.725	0.017	-0.013	-0.162
Si	11.017	16.694	30.616	-0.046	-0.058	0.157
Si	8.61	21.595	27.051	0.033	0.017	0.062
Si	8.298	12.451	28.712	-0.036	0.008	0.157
Si	8.912	11.843	24.526	-0.048	-0.036	-0.144
Si	9.827	10.965	30.768	-0.094	0.066	0.074
Si	7.104	9.519	24.766	-0.122	-0.169	-0.093
Si	2.346	14.393	30.665	0.049	0.144	0.106
Si	14.821	8.01	31.198	-0.016	-0.069	0.142
Si	2.399	5.686	23.883	0.001	-0.063	-0.169
Si	8.284	15.131	30.32	-0.106	-0.109	0.145
Si	12.789	7.345	28.923	0.045	-0.007	-0.012
Si	9.446	7.354	24.92	0.053	0.041	-0.113
Si	12.195	6.968	26.049	-0.075	0.076	0.095
Si	6.001	16.281	28.606	0.067	-0.082	-0.017
Si	13.75	8.097	23.948	0.074	0.098	-0.243
Si	-0.134	14.846	29.29	-0.008	0.037	0.02
Si	-1.4	18.589	31.469	-0.08	0.023	-0.075
Si	3.29	11.742	26.683	0.052	0.014	-0.053
Si	4.289	19.3	31.57	-0.038	-0.064	0.022
Si	1.069	19.102	29.6	0.012	-0.097	0.081
Si	13.166	16.722	23.734	-0.055	0.038	-0.214
Si	2.968	9.692	30.489	0.059	-0.104	0.177
Si	4.347	7.411	28.84	0.045	0.062	-0.067
Si	13.324	16.425	26.82	-0.094	0.023	-0.065
Si	15.151	12.639	24.62	-0.087	-0.059	-0.098
Si	6.997	16.984	25.826	-0.116	0.081	0.043
Si	2.067	17.511	26.07	-0.025	-0.027	0.036
Si	7.137	14.173	24.641	-0.003	0.012	-0.207
Si	4.548	13.042	24.305	-0.049	-0.018	-0.021
Si	3.468	20.173	25.939	0.033	-0.057	-0.024
Si	11.905	10.044	28.891	-0.107	-0.045	0.001
Si	5.512	13.251	28.355	-0.012	-0.019	0.018
Si	-0.711	9.81	25.735	-0.03	0.017	-0.068
Si	5.429	18.87	23.962	0.123	0.038	-0.12
Si	1.343	14.988	5.457	0	0.01	0.006
Si	4.022	1.382	5.48	-0.015	0.004	0.008
Si	1.344	4.03	5.45	-0.001	0.004	0.005
Si	4.111	6.796	5.462	0.002	0.007	0.007
Si	1.356	9.514	5.435	0.003	-0.004	0.012
Si	4.069	12.269	5.442	-0.003	-0.001	0.007
Si	6.796	14.934	5.455	0.007	0.002	0.005
Si	9.524	1.379	5.465	-0.019	0.005	0.005
Si	6.797	4.123	5.471	-0.004	-0.001	0.015
Si	9.534	6.805	5.414	-0.004	-0.009	0.003
Si	6.83	9.51	5.466	0.008	-0.005	0.009
Si	9.53	12.216	5.431	0.008	-0.009	-0.003
Si	12.273	14.945	5.473	0.001	-0.014	0.016
Si	14.965	1.364	5.399	0.006	0.001	-0.004
Si	12.255	4.078	5.404	-0.003	-0.006	0.006
Si	14.938	6.797	5.386	0.002	0.014	-0.005
Si	12.22	9.498	5.423	0.005	-0.001	0.003
Si	14.968	12.237	5.476	-0.001	0.008	0.005
Si	2.687	16.335	6.839	-0.005	0.017	0.004
Si	5.43	2.733	6.805	0	-0.005	-0.007
Si	2.714	5.427	6.784	-0.006	0.001	-0.006
Si	5.458	8.158	6.822	0.01	-0.008	0.003
Si	2.72	10.881	6.792	0.001	-0.003	-0.001
Si	5.434	13.597	6.824	0.001	0.002	-0.008
Si	8.151	16.322	6.8	-0.007	0.013	0.003
Si	10.899	2.734	6.799	0.005	-0.002	-0.004
Si	8.173	5.469	6.809	-0.005	-0.001	0.001
Si	10.874	8.155	6.801	-0.005	0.01	-0.004
Si	8.185	10.87	6.818	-0.005	-0.006	-0.005
Si	10.885	13.583	6.799	0.003	0.001	0.004
Si	13.623	16.33	6.8	0.002	-0.004	-0.004
Si	-0.011	2.691	6.813	0.01	-0.006	-0.001
Si	13.601	5.441	6.776	-0.001	-0.006	-0.007
Si	-0.02	8.15	6.772	-0.002	0.004	-0.002
Si	13.585	10.864	6.792	-0.002	0.006	0.002
Si	0.006	13.606	6.819	0.006	-0.011	0
Si	1.336	17.678	8.2	-0.01	-0.022	0.008
Si	4.071	4.086	8.166	0.002	-0.004	-0.009
Si	1.348	6.794	8.136	-0.004	0.001	0
Si	4.078	9.521	8.157	0	0	-0.004
Si	1.369	12.24	8.165	0.009	0.014	-0.004
Si	4.077	14.969	8.171	0.006	0.009	-0.004
Si	6.79	17.681	8.158	0	-0.007	0.005
Si	9.526	4.086	8.156	-0.004	-0.002	-0.006
Si	6.815	6.809	8.184	0.013	0.015	0.002
Si	9.533	9.513	8.178	-0.003	0.003	0.007
Si	6.803	12.229	8.164	-0.006	-0.007	-0.009
Si	9.523	14.959	8.15	-0.001	0	-0.008
Si	12.252	17.687	8.155	0.007	0.011	-0.005
Si	14.956	4.083	8.147	0.005	-0.001	-0.003
Si	12.242	6.792	8.15	-0.004	-0.001	-0.007
Si	14.957	9.513	8.149	-0.002	-0.002	-0.004
Si	12.237	12.226	8.164	-0.01	-0.014	0.001
Si	14.963	14.964	8.173	0.006	0.011	-0.001
Si	-0.011	16.313	9.55	0.007	0.002	0.007
Si	2.716	2.725	9.53	-0.006	0.001	-0.002
Si	-0.003	5.439	9.51	0.002	-0.004	-0.001
Si	2.708	8.156	9.503	0	0.001	-0.003
Si	0	10.875	9.512	-0.001	0.003	0.001
Si	2.724	13.6	9.527	0.005	-0.006	-0.001
Si	5.439	16.323	9.529	-0.01	0.004	0.003
Si	8.16	2.72	9.511	-0.003	-0.002	0
Si	5.439	5.442	9.524	0.002	0.002	-0.008
Si	8.169	8.165	9.538	-0.003	0.006	0.004
Si	5.441	10.875	9.522	0.007	-0.006	0.004
Si	8.162	13.601	9.515	-0.002	0.003	-0.002
Si	10.885	16.322	9.509	0.004	0	0
Si	13.601	2.727	9.518	-0.002	-0.006	-0.001
Si	10.884	5.44	9.52	-0.003	0.001	0.002
Si	13.6	8.155	9.513	-0.002	0.006	-0.001
Si	10.885	10.876	9.535	0.002	-0.005	-0.001
Si	13.597	13.596	9.518	-0.003	0.006	-0.008
Si	1.362	14.954	10.89	-0.005	0.005	0.001
Si	4.077	17.68	10.885	0.005	-0.003	0
Si	1.354	4.087	10.881	0.003	-0.001	0.002
Si	4.07	6.804	10.873	-0.003	0.009	0.002
Si	1.359	9.517	10.877	0.006	0	0.001
Si	4.085	12.238	10.881	0.002	0.009	-0.005
Si	6.804	14.957	10.883	-0.002	-0.001	0
Si	9.519	17.677	10.872	-0.001	0.002	-0.001
Si	6.799	4.077	10.878	-0.003	-0.003	0.004
Si	9.527	6.797	10.884	-0.005	0.009	0
Si	6.802	9.523	10.885	0.004	-0.011	0.004
Si	9.52	12.245	10.881	-0.001	-0.006	0.001
Si	12.24	14.961	10.876	-0.001	-0.005	0.001
Si	14.949	17.687	10.887	0	-0.001	-0.002
Si	12.24	4.08	10.882	0.007	-0.004	-0.004
Si	14.96	6.799	10.875	0	-0.004	-0.003
Si	12.248	9.515	10.883	-0.004	0.003	0.006
Si	14.964	12.239	10.876	-0.002	0.002	0
Si	2.718	16.32	12.245	0	-0.001	0.002
Si	5.441	19.034	12.24	-0.007	-0.004	0
Si	2.713	5.446	12.241	0	-0.005	0
Si	5.434	8.162	12.23	0.004	0.008	-0.002
Si	2.725	10.877	12.239	0.005	0.003	0
Si	5.443	13.594	12.243	-0.005	-0.011	0.005
Si	8.167	16.314	12.243	-0.004	-0.001	0.004
Si	10.874	19.038	12.236	-0.004	-0.004	0.003
Si	8.158	5.44	12.237	0.006	0.005	0.001
Si	10.885	8.157	12.24	0.001	-0.006	0.001
Si	8.161	10.884	12.241	-0.006	0.006	0.001
Si	10.881	13.605	12.24	0	0.005	0
Si	13.595	16.322	12.241	0.004	0.014	0
Si	-0.007	19.045	12.238	0.001	-0.007	0
Si	13.602	5.44	12.238	-0.004	0.004	0.002
Si	-0.004	8.16	12.24	-0.007	-0.001	0.004
Si	13.604	10.883	12.24	0.002	-0.004	-0.005
Si	0.003	13.595	12.244	0.01	0.001	0.002
Si	1.348	17.681	13.594	-0.004	0.006	-0.001
Si	4.073	4.073	13.589	0.007	0.003	0.005
Si	1.354	6.804	13.607	0.007	0.001	0.008
Si	4.095	9.525	13.601	0.003	-0.011	-0.003
Si	1.367	12.237	13.601	-0.003	-0.009	0.004
Si	4.079	14.954	13.598	0.001	0.014	0.001
Si	6.803	17.673	13.6	0	-0.008	0.004
Si	9.517	4.082	13.596	-0.006	0.003	0.007
Si	6.789	6.802	13.586	-0.013	0.006	0.001
Si	9.528	9.524	13.591	-0.001	0	0.003
Si	6.799	12.232	13.607	0.003	-0.001	0.008
Si	9.525	14.955	13.613	0.005	-0.002	0.004
Si	12.23	17.677	13.598	0.003	-0.01	0.003
Si	14.961	4.085	13.601	0.002	-0.004	-0.003
Si	12.24	6.795	13.599	0.005	-0.002	0.005
Si	14.957	9.523	13.602	-0.005	0.015	0.005
Si	12.246	12.25	13.596	-0.003	-0.003	-0.002
Si	14.969	14.969	13.597	-0.003	-0.002	0.003
Si	0.004	16.323	14.971	0.007	0.005	0
Si	2.698	19.045	14.948	0.007	-0.01	-0.003
Si	-0.009	5.445	14.973	-0.005	-0.002	0.006
Si	2.733	8.166	14.948	-0.001	0.014	-0.001
Si	0.003	10.883	14.957	0	-0.005	0.001
Si	2.724	13.598	14.965	-0.001	-0.008	0.005
Si	5.439	16.309	14.955	0	-0.002	0.004
Si	8.162	19.039	14.954	-0.001	-0.001	0
Si	5.436	5.428	14.941	-0.009	-0.002	0.001
Si	8.149	8.171	14.935	0.002	-0.004	0.002
Si	5.453	10.872	14.984	0.002	0.004	0.001
Si	8.162	13.583	14.965	-0.002	-0.001	0.004
Si	10.887	16.317	14.975	-0.003	0.005	0.006
Si	13.592	19.042	14.945	-0.003	-0.001	0.001
Si	10.876	5.441	14.961	-0.005	0.001	-0.004
Si	13.589	8.162	14.957	-0.004	-0.001	-0.004
Si	10.891	10.883	14.952	0.008	0.004	0.002
Si	13.608	13.616	14.953	0	0.002	-0.002
O	2.85	19.675	32.206	-0.112	-0.289	-0.375
O	4.323	18.377	22.906	-0.32	0.394	0.328
O	11.699	8.493	29.326	-0.616	-0.028	0.352
O	5.304	8.03	22.104	-0.107	-0.083	0.229
O	2.823	10.924	22.059	0.033	0.032	0.485
O	11.133	11.1	29.83	0.393	0.431	0.208
O	14.133	12.453	27.707	0.201	0.276	-0.059
O	6.546	19.702	23.127	0.048	0.022	0.257
O	2.79	16.42	22.007	0.043	-0.107	0.147
O	13.662	15.357	32.211	0.004	0.401	-0.09
O	1.72	12.092	26.911	-0.247	-0.303	0.383
O	2.198	17.922	29.841	0.256	-0.236	0.56
O	0.655	8.957	25.654	0.077	-0.209	0.628
O	0.225	16.345	28.802	0.344	0.281	0.062
O	0.281	11.433	32.031	0.108	0.08	-0.094
O	8.119	20.13	26.556	-0.464	-0.143	-0.015
O	2.55	9.471	32.043	-0.413	0.403	-0.25
O	6.471	16.086	33.004	0.091	0.02	-0.172
O	4.738	12.326	32.365	-0.18	0.39	0.054
O	9.747	9.401	31.116	0.066	0.007	-0.028
O	10.248	23.277	32.077	0.223	-0.084	-0.353
O	5.892	7.596	29.306	0.151	0.405	0.05
O	7.722	10.955	25.162	-0.396	0.107	0.623
O	9.409	18.754	33.053	-0.185	-0.157	-0.551
O	6.608	10.511	33.096	-0.065	-0.024	-0.254
O	8.949	22.344	25.673	-0.057	-0.139	-0.17
O	8.113	5.307	22.253	-0.211	0.077	0.279
O	10.071	11.899	32.074	-0.238	0.393	-0.139
O	13.858	19.75	31.907	-0.116	0.047	-0.477
O	13.079	6.86	24.719	0.055	-0.656	-0.089
O	8.257	8.432	25.082	-0.021	0.135	0.39
O	11.674	12.959	26.895	-0.135	0.418	0.233
O	12.159	22.18	29.075	0.016	-0.254	0.568
O	4.303	19.709	30.008	0.446	-0.124	-0.192
O	12.676	15.359	23.021	-0.016	-0.277	0.212
O	14.919	7.55	22.959	0.621	0.035	0.301
O	14.489	17.287	27.518	-0.284	0.098	0.233
O	9.598	16.036	30.351	-0.116	0.344	-0.036
O	1.38	14.797	23.351	-0.329	-0.214	0.203
O	5.616	14.82	28.011	-0.105	0.136	-0.239
O	1.145	21.48	32.982	-0.018	0.03	-0.513
O	2.919	14.857	32.097	0.39	0.044	-0.026
O	10.828	7.785	25.67	-0.03	0.631	0.242
O	8.403	7.294	30.167	0.275	-0.108	-0.111
O	14.468	17.311	22.998	0.152	-0.158	0.378
O	7.95	20.737	32.275	0.534	0.294	-0.306
O	8.066	14.512	31.809	0.293	-0.284	-0.326
O	8.239	16.438	22.143	0.156	-0.059	0.581
O	13.017	7.599	27.318	0.567	0.443	-0.121
O	-0.013	19.028	22.205	0.078	-0.031	0.42
O	6.746	14.61	23.135	-0.175	-0.058	0.145
O	2.864	12.879	30.51	-0.325	-0.419	0.051
O	-0.924	17.939	32.845	-0.083	-0.036	0.299
O	1.897	20.478	29.388	-0.306	0.609	-0.142
O	15.212	12.92	23.03	0.069	0.332	0.016
O	4.206	12.662	27.634	-0.212	0.261	0.005
O	14.37	9.004	25.112	-0.343	0.109	0.214
O	9.773	18.428	27.593	-0.256	-0.209	0.412
O	6.554	17.18	27.37	0.133	0.426	0.086
O	-1.428	13.241	33.004	0.018	-0.033	-0.287
O	-0.466	9.183	30.834	0.265	0.015	0
O	12.216	15.72	30.133	-0.016	-0.333	-0.595
O	5.389	13.089	29.968	0.238	0.175	0.132
O	11.201	17.032	32.18	0.478	-0.307	0.107
O	2.315	19.062	25.76	-0.343	0.12	-0.151
O	13.389	14.865	27.193	0.11	0.15	0.251
O	9.72	18.534	22.799	-0.32	0.24	0.19
O	8.531	13.947	29.263	0.334	-0.006	-0.062
O	6.088	22.659	32.482	0.301	0.466	-0.426
O	1.251	9.272	23.166	-0.472	0.023	0.223
O	5.716	9.193	25.543	0.102	0.035	-0.004
O	2.856	15.342	29.468	-0.049	-0.28	-0.515
O	12.07	21.485	32.875	0.01	0.111	-0.401
O	8.498	11.436	29.969	-0.38	-0.056	-0.047
O	4.714	17.053	29.205	0.133	0.535	0.072
O	5.931	13.204	25.109	-0.064	-0.241	0.255
O	6.696	21.575	30.188	0.062	-0.614	-0.257
O	6.845	12.402	28.001	-0.02	-0.447	-0.343
O	0.733	14.418	30.587	-0.26	-0.148	0.648
O	11.721	20.264	23.108	-0.133	0.367	0.28
O	13.694	10.938	22.138	0.032	-0.031	0.478
O	13.565	16.441	25.244	0.335	-0.049	0.129
O	10.351	19.391	25.194	0.119	0.321	0.081
O	4.235	10.694	30.372	0.477	-0.049	-0.463
O	-0.646	11.135	24.828	0.424	-0.213	-0.191
O	13.672	8.615	32.161	-0.225	-0.17	-0.183
O	13.672	12.989	25.198	-0.602	-0.134	-0.505
O	11.969	17.13	27.32	-0.417	-0.188	-0.003
O	3.603	12.03	25.122	-0.061	-0.374	-0.425
O	4.813	12.448	22.838	0.678	-0.235	0.044
O	8.036	8.3	32.582	-0.211	-0.32	0.003
O	11.961	17.772	23.765	-0.188	-0.195	-0.031
O	13.573	5.503	22.085	-0.024	0.087	0.326
O	9.879	21.367	28.041	-0.222	0.097	0.23
O	1.072	16.176	33.21	-0.185	0.026	-0.413
O	7.537	22.447	27.897	-0.295	0.219	-0.308
O	12.085	10.521	33.019	0.151	-0.051	-0.191
O	3.651	10.202	26.966	-0.266	-0.035	0.426
O	12.57	8.867	23.116	-0.568	-0.142	0.291
O	5.964	17.558	24.732	-0.366	-0.397	0.052
O	9.113	11.648	22.932	-0.324	-0.321	-0.037
O	0.258	13.92	28.035	-0.081	-0.528	-0.131
O	0.489	17.18	26.262	-0.233	-0.189	-0.444
O	2.841	17.077	27.422	0.225	-0.188	0.15
O	3.825	20.275	27.5	0.482	-0.205	0.085
O	1.698	20.773	23.111	-0.13	-0.153	0.305
O	14.236	17.391	30.605	0.174	0.178	-0.304
O	13.482	10.283	29.047	0.14	-0.028	0.128
O	3.368	8.364	29.693	-0.34	-0.321	-0.006
O	3.857	14.491	24.147	0.181	0.457	-0.093
O	5.433	20.23	32.213	-0.015	0.027	0.252
O	6.893	9.657	23.175	0.023	0.376	0.054
O	4.263	7.721	27.247	0.137	-0.433	-0.143
O	-0.072	19.187	30.748	0.139	0.392	0.175
O	12.023	19.73	28.045	0.45	0.067	-0.107
O	3.636	6.205	22.98	0.242	-0.242	0.4
O	3.863	22.233	29.186	-0.056	0.184	0.356
O	11.158	18.036	29.75	-0.119	0.591	0.393
O	10.881	13.577	22.228	0.123	-0.169	0.625
O	2.042	14.527	26.03	0.423	0.197	0.132
O	1.634	10.375	29.899	-0.063	0.137	-0.58
O	4.788	19.823	25.084	0.494	0.461	0.275
O	11.875	21.768	26.465	0.232	-0.412	-0.58
O	9.711	7.071	23.337	0.531	0.333	0.043
O	-0.68	23.175	32.008	-0.082	-0.228	-0.126
O	8.385	17.725	25.511	0.008	-0.179	-0.396
O	-0.932	10.174	27.282	0.333	-0.405	0.159
O	0.243	18.839	28.229	-0.065	0.517	-0.383
O	3.188	8.589	24.953	0.354	-0.146	-0.441
O	4.689	17.806	32.065	-0.342	-0.194	-0.621
O	1.358	6.888	24.125	-0.454	-0.207	-0.009
O	2.606	16.695	24.799	0.409	0.41	-0.429
O	11.406	10.361	27.379	0.232	-0.501	-0.48
O	8.543	13.401	24.748	0.59	0.201	0.333
O	2.904	21.557	25.345	0.1	0.425	0.4
O	-0.173	13.53	25.504	0.011	0.552	0.012
O	14.652	14.86	29.781	-0.374	-0.428	-0.225
O	7.072	16.072	29.801	-0.117	0.538	0.08
O	9.354	12.059	27.582	-0.082	0.066	-0.059
O	10.302	11.448	25.242	0.564	-0.112	-0.161
O	-0.644	11.518	29.576	-0.063	0.638	-0.001
O	4.078	7.815	33.159	0.093	-0.115	-0.368
O	14.111	7.429	29.858	0.366	0.002	-0.177
O	7.23	15.422	25.615	0.325	-0.053	0.271

Results
total energy: -101656.083 eV
total energy less fixed offsets of O -438.35, Si -107.03 eV per atom: -2.883 eV
